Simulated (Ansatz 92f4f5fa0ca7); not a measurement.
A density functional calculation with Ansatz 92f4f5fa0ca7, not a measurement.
Periodic cell of 198 atoms, Si117O81, from a study of silicon, its oxide and their interface. The atomic structure is a simulated model.

Settings
functional: PBE
potential files: Ansatz PAW
basis: plane waves
wave-function cutoff: 700 eV
density cutoff ratio: 5
exchange-correlation grid ratio: 2
k mesh: 2 x 2 x 1, shifted by 0.5 0.5 0.5 of a step
self-consistency stop: 5e-08 eV per atom in the density residual
occupations: Fermi-Dirac, 0.05 eV
spin: none
net charge: 0

Cell vectors (angstrom)
a	11.5983	0	0
b	0	11.5983	0
c	3.536	-4.7768	26.5811

Atoms: element, x, y, z (angstrom)
Si	9.3441	9.725	-0.0773
Si	8.1009	2.5332	-0.9521
Si	-2.3165	6.9773	0.9758
Si	1.7418	9.2511	-0.2398
Si	1.1159	3.0675	-0.5469
Si	-0.3095	6.2177	1.7385
Si	5.6541	9.7769	-0.0295
Si	5.058	2.6638	-1.6399
Si	4.2674	5.587	-1.921
Si	-0.1517	-1.5767	1.0874
Si	-0.895	2.3137	1.4365
Si	1.4306	6.1402	0.2409
Si	3.6428	9.7231	1.1698
Si	3.5859	2.2069	1.1848
Si	3.5173	5.9575	1.1802
Si	7.5546	10.0064	1.375
Si	8.2906	2.0538	1.3616
Si	8.194	5.1513	0.2057
Si	-0.1624	0.3252	2.571
Si	-0.2227	4.1516	2.8106
Si	-0.0845	8.2702	2.7836
Si	3.6955	0.1733	2.4789
Si	3.8158	4.0968	2.5619
Si	3.8439	7.891	2.5686
Si	7.6348	0.2698	2.7074
Si	7.6421	4.0613	2.3807
Si	7.8515	8.0387	2.5921
Si	9.5648	0.2749	4.0716
Si	9.4041	4.2302	4.0175
Si	9.5791	8.1482	4.1639
Si	1.8047	0.306	3.9465
Si	1.8699	4.1319	3.9599
Si	1.9266	8.0656	3.9867
Si	5.6401	0.2811	3.9473
Si	5.7637	4.1104	3.8707
Si	5.8293	7.9075	3.8719
Si	9.5473	10.0238	5.5193
Si	9.5035	2.281	5.4006
Si	9.5483	6.1204	5.4021
Si	1.8014	9.9859	5.3658
Si	1.8322	2.2336	5.3737
Si	1.8807	6.1015	5.2663
Si	5.7647	9.8786	5.2607
Si	5.7274	2.2237	5.3628
Si	5.7855	6.0277	5.2692
Si	-0.1238	10.0303	6.8277
Si	-0.139	2.3004	6.7435
Si	-0.0281	6.0856	6.6356
Si	3.8186	9.9354	6.5853
Si	3.7933	2.2946	6.747
Si	3.8331	6.15	6.6011
Si	7.6049	9.9169	6.8073
Si	7.6404	2.2047	6.8763
Si	7.6167	6.0156	6.7689
Si	-0.2174	0.4184	8.1503
Si	-0.006	4.2389	8.1084
Si	-0.1375	7.973	8.0227
Si	3.8264	0.2496	7.9298
Si	3.8448	4.3261	8.0794
Si	3.8228	8.0619	8.0133
Si	7.662	0.2107	8.2272
Si	7.6833	4.1815	8.3058
Si	7.681	7.9229	8.1376
Si	9.5515	-0.1172	9.6426
Si	9.7655	4.7144	9.5311
Si	9.6342	7.1352	9.3202
Si	1.8539	0.2651	9.1735
Si	1.9436	4.2976	9.5188
Si	1.8154	8.0667	9.2908
Si	5.6433	12.0074	9.4408
Si	5.6624	4.4256	9.6062
Si	5.7425	8.14	9.4567
Si	10.6729	9.7699	11.0472
Si	9.0543	-0.0763	12.5376
Si	10.7912	4.4323	11.8861
Si	1.5278	10.0075	10.5673
Si	2.5371	2.13	10.3759
Si	3.5257	7.3585	12.2191
Si	3.508	9.7589	11.8344
Si	5.6015	10.105	10.7788
Si	6.6936	5.2798	14.2171
Si	9.668	7.6487	11.5896
Si	1.5062	2.7121	12.9666
Si	10.3178	2.3192	13.9896
Si	6.9536	10.1875	12.7702
Si	4.5179	2.9384	13.585
Si	1.7752	6.3517	10.8843
Si	7.3763	7.0341	12.5918
Si	4.8885	2.4077	10.5206
Si	5.5642	6.4716	11.1138
Si	3.4181	-0.38	17.0382
Si	10.1656	2.4079	24.8652
Si	-0.9745	1.79	20.0226
Si	6.7266	2.5827	18.1093
Si	4.54	11.5383	14.1951
Si	7.8017	0.7177	20.1143
Si	0.4582	6.7577	23.9263
Si	5.9568	5.2858	23.2813
Si	3.1711	6.7737	22.1323
Si	6.0093	6.6111	17.0224
Si	4.6341	9.3754	23.0934
Si	5.0249	9.0666	18.0818
Si	13.4166	1.7925	20.552
Si	6.2249	2.1965	22.4716
Si	11.4258	3.1503	22.2658
Si	-0.8599	4.7913	19.9989
Si	1.9241	7.0204	14.8967
Si	4.0143	0.301	21.7713
Si	11.552	6.5594	12.44
Si	8.8346	6.706	23.915
Si	8.5554	3.6059	15.9455
Si	8.2412	5.0936	18.4706
Si	2.0745	8.7355	17.4484
Si	1.8317	6.4515	19.1698
Si	2.9981	5.448	17.365
Si	3.5359	2.5614	18.1011
Si	6.0597	-1.5726	20.6807
O	6.6331	3.0092	-1.4816
O	2.0438	2.4408	0.636
O	-0.3746	2.5304	-0.1485
O	4.5389	2.2128	-0.1635
O	10.6831	1.2875	25.9199
O	4.3165	5.8497	-0.3073
O	9.4586	8.0638	-0.3257
O	9.0857	0.7354	11.0609
O	10.4063	10.5577	12.5193
O	9.3988	1.0018	13.7243
O	9.9053	3.4238	12.838
O	1.9544	1.5944	11.873
O	3.1973	7.1302	13.8609
O	5.1597	2.4619	12.1586
O	7.0753	8.5902	13.2459
O	0.6481	8.2784	24.5556
O	2.9762	6.2316	-2.6811
O	0.7946	5.6806	25.1138
O	8.889	3.9969	-0.7951
O	1.2	7.8974	18.5606
O	2.9595	2.4836	19.6256
O	1.7053	6.4811	22.8703
O	0.5281	1.2136	19.7036
O	1.4528	7.6171	-0.5808
O	11.3038	3.0529	23.8777
O	3.5328	8.3195	22.5305
O	4.8882	1.4599	-2.7163
O	7.3228	1.6901	21.3524
O	5.5254	6.3795	-2.5919
O	10.4565	6.6124	23.4148
O	3.7449	-0.6543	15.4804
O	4.6979	1.7467	22.0787
O	12.3374	3.8318	12.0425
O	4.7645	-0.9456	17.8048
O	2.2405	5.8192	15.9473
O	6.0616	10.9799	13.9371
O	4.5851	5.9358	22.5314
O	2.8265	3.8149	17.378
O	7.9364	4.2803	14.5992
O	3.5964	10.9944	12.9695
O	5.3687	4.2746	14.0227
O	0.4737	5.5717	19.5205
O	7.132	6.2398	18.1569
O	2.9044	3.3322	13.5758
O	3.5769	8.3207	17.9725
O	5.1319	2.8279	18.0747
O	1.7559	8.33	15.8889
O	12.1474	6.7937	14.0199
O	-1.0089	3.2847	19.3291
O	6.9588	1.1276	18.786
O	7.4513	3.7523	19.0092
O	9.8988	2.8156	15.489
O	6.2125	3.8175	22.598
O	3.1581	1.1797	17.3451
O	2.0685	-1.2187	17.4906
O	0.3688	2.1297	14.0053
O	5.9702	-2.2992	22.1399
O	7.4056	2.6332	16.6171
O	-1.0931	1.9497	21.6482
O	6.4522	6.2025	15.5291
O	4.6377	1.5629	14.47
O	2.7998	6.6197	20.5303
O	5.7452	8.9149	19.5379
O	2.0126	9.9764	-1.7142
O	12.9463	2.8911	21.69
O	9.3736	0.8362	19.6535
O	4.6038	5.846	17.36
O	4.2933	3.9806	-2.2155
O	7.5105	-0.8552	20.4677
O	5.0611	9.1389	24.6384
O	2.4812	0.5133	21.3064
O	7.5	5.9867	23.1818
O	3.9792	-0.7223	23.0365
O	10.8739	4.5627	21.6298
O	4.8932	-0.4221	20.599
O	9.4635	3.6312	25.6704
O	5.4054	11.0024	-1.1077
O	5.9407	8.2497	17.0184
O	8.9977	4.7184	17.0604
O	-2.2362	5.5839	19.5628
O	1.2562	4.7107	-0.6421

Results
free energy: -120449.389 eV
free energy less fixed offsets of O -569.03, Si -635.61 eV per atom: 8.411 eV
pressure: -0.66 GPa
stress xx, yy, zz, yz, xz, xy (GPa, positive in tension): 1.59, 0.22, 0.17, 0.1, 0.06, 0.54

Forces (eV/angstrom), in the order of the atoms: element, x, y, z
Si	0.0289	-0.1827	0.0532
Si	-0.0435	-0.0628	0.254
Si	-0.1742	-0.2501	-0.857
Si	-0.1176	-0.1425	-0.2865
Si	-0.0584	0.1168	-0.0956
Si	0.3781	0.0863	0.0518
Si	-0.0594	-0.1298	-0.1936
Si	0.1349	-0.0694	-0.0599
Si	-0.0653	0.1044	-0.1912
Si	-0.0978	-0.0844	-0.1009
Si	0.0537	-0.1061	0.0528
Si	-0.9562	0.0283	-0.1508
Si	0.1468	0.1704	-0.0867
Si	0.0057	-0.0905	-0.2393
Si	0.3551	0.1778	-0.1482
Si	-0.0586	-0.1004	-0.0715
Si	0.1376	-0.1691	-0.0364
Si	0.1304	0.2866	0.0994
Si	0.0445	0.1229	-0.0859
Si	0.0683	-0.0378	-0.0571
Si	0.2272	-0.116	0.1598
Si	0.01	0.0745	0.0449
Si	-0.1281	-0.1619	0.2497
Si	-0.0248	-0.1168	0.1381
Si	0.1912	0.1788	0.0268
Si	0.1341	0.1861	-0.0583
Si	-0.1035	-0.0459	0.1657
Si	-0.0826	0.0044	0.0723
Si	-0.0748	-0.1262	0.1582
Si	0.2496	0.1067	-0.0443
Si	-0.0616	0.0406	-0.0814
Si	-0.1681	-0.0889	-0.0828
Si	-0.1767	0.1681	-0.0076
Si	0.0087	0.0174	0.001
Si	0.133	-0.1218	0.0254
Si	0.1579	0.0267	-0.0693
Si	0.0406	0.0886	-0.0972
Si	-0.0774	0.1383	-0.0933
Si	0.0127	-0.0217	0.0309
Si	0.2592	0.0264	0.0537
Si	0.0823	0.0343	0.067
Si	-0.0737	0.0138	0.0422
Si	0.068	-0.047	-0.1627
Si	-0.0396	-0.0043	0.0595
Si	-0.0685	-0.0874	0.0574
Si	-0.1445	-0.1366	-0.0708
Si	0.054	0.0871	-0.1636
Si	-0.0406	-0.0926	-0.0743
Si	-0.0586	0.0755	0.0131
Si	-0.0403	0.1079	-0.1378
Si	-0.0405	-0.0902	0.0414
Si	0.0392	0.0065	0.0593
Si	0.1062	-0.0774	0.0261
Si	0.1185	0.0551	0.0303
Si	0.0108	-0.0047	-0.0646
Si	0.1458	0.0842	0.0788
Si	0.147	-0.0353	-0.016
Si	0.2724	-0.1308	-0.1564
Si	-0.2078	0.0897	-0.1409
Si	0.0872	0.0479	0.0403
Si	-0.3304	0.0314	-0.2624
Si	0.0536	0.0248	0.1227
Si	-0.1169	-0.0417	0.0474
Si	0.089	0.1588	0.32
Si	0.0124	0.0463	-0.0892
Si	0.0468	-0.2829	-0.0355
Si	0.0304	0.0989	-0.0723
Si	-0.0131	0.0243	-0.0921
Si	0.1142	-0.0132	-0.1291
Si	0.0129	0.1651	0.0576
Si	0.1036	0.1722	0.0671
Si	-0.2507	-0.0092	-0.0321
Si	-0.1045	-0.0447	0.5559
Si	0.4766	0.0801	0.0167
Si	-0.3125	-0.0074	-0.0949
Si	-0.1585	-0.2757	-0.0535
Si	-0.3301	0.0462	-0.0695
Si	-0.1367	-0.4162	0.2346
Si	0.0247	0.4552	0.0698
Si	-0.1825	-0.1751	-0.217
Si	0.2927	-0.3122	0.412
Si	-0.0442	0.3068	-0.0249
Si	-0.1553	-0.1286	-0.0739
Si	0.0316	0.1441	0.2164
Si	-0.2081	0.084	0.1623
Si	0.0644	-0.1152	-0.3653
Si	0.3695	0.063	-0.1905
Si	0.0326	0.6018	-0.0928
Si	0.3406	-0.2495	0.1486
Si	-0.0108	0.016	-0.4719
Si	-0.0175	0.1134	0.1889
Si	0.1388	-0.0891	0.3503
Si	-0.0257	0.0243	0.1452
Si	0.0946	-0.0457	0.0512
Si	-0.1404	-0.0636	-0.0612
Si	-0.0739	-0.0314	0.0673
Si	0.0612	0.108	0.2249
Si	0.0722	-0.1068	-0.2588
Si	0.0511	0.1754	0.03
Si	-0.0256	0.0704	0.1594
Si	-0.0795	0.0996	-0.2514
Si	0.1414	0.1346	0.1796
Si	0.0503	-0.132	0.1674
Si	-0.1214	0.0358	-0.0941
Si	-0.0038	-0.1531	-0.0071
Si	-0.0675	-0.1621	0.0877
Si	0.0964	0.0886	0.0814
Si	-0.0064	-0.0616	0.0663
Si	-0.0624	0.0465	0.3262
Si	0.0651	-0.0194	0.0069
Si	-0.0948	-0.0265	0.2063
Si	0.0664	-0.1388	0.0142
Si	0.0057	0.2151	0.1397
Si	-0.2701	0.0656	0.4811
Si	0.1584	-0.1751	-0.1886
Si	0.0483	-0.1517	0.2345
Si	-0.05	-0.0229	0.076
O	-0.0321	0.0363	-0.0142
O	0.2277	-0.0845	0.1227
O	-0.1319	0.0355	0.1925
O	-0.0983	-0.0093	0.3312
O	-0.2952	-0.0377	-0.3476
O	-0.1069	0.0225	0.2182
O	-0.1363	0.193	0.4482
O	-0.0009	-0.2665	-0.0814
O	-0.2225	0.2834	-0.2295
O	-0.1382	-0.1221	-0.0742
O	0.035	-0.1002	0.0313
O	0.137	0.0669	0.077
O	0.0206	0.079	-0.0656
O	-0.1205	0.0483	0.1287
O	0.0336	-0.3747	-0.0944
O	0.0204	-0.0519	-0.1199
O	0.1113	-0.1024	0.1356
O	0.1052	-0.0613	0.0125
O	-0.2749	0.199	0.088
O	0.0023	-0.1007	-0.0246
O	-0.0367	0.059	-0.0549
O	-0.0904	-0.0236	-0.0004
O	0.0034	0.0229	-0.0383
O	0.2893	0.2466	0.23
O	-0.0323	0.0203	-0.0694
O	-0.0505	-0.0817	0.0043
O	-0.0408	0.1199	0.0963
O	0.0047	-0.03	0.0576
O	-0.0467	0.0013	-0.047
O	0.1224	-0.0501	0.0121
O	0.1261	-0.0038	-0.1358
O	0.1163	-0.0246	0.0496
O	0.1877	-0.2584	0.1749
O	-0.0996	-0.0948	-0.1056
O	0.081	-0.1765	0.0169
O	0.1119	-0.1256	0.0183
O	0.0392	0.0044	0.085
O	0.0368	0.2226	-0.1124
O	-0.0399	0.0487	-0.1161
O	0.0247	-0.1009	0.0595
O	-0.0045	0.1365	0.0212
O	0.2738	0.1649	-0.1466
O	-0.041	-0.0095	-0.0318
O	-0.0595	0.0857	0.1008
O	0.0554	-0.0007	-0.0451
O	-0.028	0.0247	-0.0633
O	-0.0005	0.0053	-0.0805
O	-0.1096	-0.023	-0.4198
O	-0.0163	0.05	-0.0253
O	-0.0136	0.056	-0.0975
O	-0.0007	0.094	-0.0356
O	0.0547	-0.0157	-0.1487
O	0.0141	0.0357	0.1127
O	0.0072	-0.0373	-0.0956
O	0.0685	-0.1267	-0.0589
O	0.0289	0.0216	-0.1241
O	-0.0514	0.0567	0.0711
O	0.0169	0.0541	-0.0356
O	0.0614	0.1025	-0.0849
O	-0.0839	0.0694	-0.043
O	-0.0207	0.0253	0.0445
O	-0.1398	-0.0716	-0.2653
O	-0.0589	-0.0047	-0.1571
O	-0.0694	-0.1441	0.2743
O	-0.0209	0.0378	-0.0231
O	-0.0014	0.0041	-0.0477
O	-0.113	-0.0879	-0.0251
O	-0.0055	0.1008	0.1395
O	0.0068	0.0757	-0.0109
O	0.0312	0.0566	0.1472
O	-0.044	0.0594	-0.1071
O	-0.0649	-0.0341	0.1142
O	0.0656	-0.0486	0.0575
O	-0.0452	0.0005	-0.046
O	0.0104	-0.0004	-0.0109
O	-0.0546	0.071	0.0919
O	0.0088	-0.0311	-0.016
O	-0.0558	-0.1229	-0.0772
O	-0.0763	0.0007	-0.0536
O	0.0044	-0.0167	-0.0154
O	0.0803	-0.1083	-0.1021

The program warned: the cutoff lies below the one the program advises for these potential files.
